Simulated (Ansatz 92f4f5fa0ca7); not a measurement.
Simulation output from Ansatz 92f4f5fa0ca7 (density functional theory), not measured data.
Periodic cell of 237 atoms, Si146O90As1, from a study of silicon, its oxide and their interface. The atomic structure is a simulated model.
Doubt: the cutoff is far below the 930 eV that the study's wrapper takes by default for these files, so forces and energies are approximate.

Settings
functional: PBE
potential files: Ansatz PAW
basis: plane waves
wave-function cutoff: 580 eV
density cutoff ratio: 5
exchange-correlation grid ratio: 1
k mesh: 1 x 1 x 1, Gamma-centred
self-consistency stop: 5e-08 eV per atom in the density residual
occupations: fixed
spin: none
net charge: +1 e, with a uniform compensating background and no finite-size correction

Cell vectors (angstrom)
a	11.6015	0	0
b	0	10.938	0
c	0	0	32.0622

Atoms and the computed forces on them: element, x, y, z (angstrom), force x, y, z (eV/angstrom)
Si	-0.1934	-0.0658	23.2741	-0.0093	-0.0088	-0.1047
Si	3.6721	0.1995	23.1058	-0.0193	0.0072	-0.1276
Si	7.5553	-0.1379	23.4486	-0.005	-0.0143	-0.0902
Si	1.6894	1.3746	23.4183	-0.0124	0.0037	-0.1087
Si	5.7369	1.4038	23.1906	0.0124	0.0189	-0.1102
Si	9.4444	1.2273	23.3645	-0.012	0.0145	-0.1167
Si	0.1632	5.3109	23.4601	-0.0276	-0.0151	-0.1148
Si	4.1239	5.2953	23.3942	0.0225	-0.0152	-0.113
Si	8.036	5.6088	23.5458	0.0112	-0.0323	-0.0972
Si	2.1603	6.582	23.37	0.0048	0.0268	-0.1202
Si	5.969	6.7682	23.4799	-0.0003	0.0224	-0.0997
Si	10.0129	6.8677	23.5994	0.031	0.0133	-0.1066
Si	1.9045	2.6642	25.3856	0.0098	0.0318	0.0078
Si	5.8333	2.6557	25.2546	0.0101	0.0156	-0.0077
Si	9.6309	2.6869	25.2663	-0.0033	0.0054	0.0049
Si	11.5986	4.0048	25.3873	-0.0034	-0.0177	0.0231
Si	3.8947	3.9714	25.3217	-0.0111	-0.0186	0.033
Si	7.7441	4.0934	25.3456	0.0045	-0.0006	0.0362
Si	1.9738	8.1504	25.192	-0.0023	0.026	0.0158
Si	5.7762	8.1681	25.3645	-0.0011	0.0189	0.0307
Si	9.7137	8.2646	25.4332	-0.0159	0.0139	0.0479
Si	11.6408	9.5621	25.2656	-0.0039	-0.0103	-0.0007
Si	3.866	9.587	25.0743	0.0119	-0.0111	-0.0097
Si	7.6915	9.5199	25.4122	0.0132	-0.0135	0.0048
Si	11.6514	-0.0088	27.2102	-0.0091	0.0064	0.0001
Si	3.9055	-0.0527	27.1194	0.0001	0.0147	-0.0167
Si	7.7614	-0.0179	27.2929	0.0089	-0.0155	0.0223
Si	1.9886	1.3123	27.2849	-0.003	-0.0057	0.0161
Si	5.8332	1.3237	27.2044	-0.0036	-0.0112	-0.0191
Si	9.6961	1.3338	27.2143	0.0041	-0.0045	-0.0213
Si	11.5942	5.4714	27.2383	-0.0081	0.0125	0.0104
Si	3.8477	5.4226	27.2146	0.0033	0.0119	0.0123
Si	7.7165	5.4649	27.2711	0.0014	-0.0012	0.0088
Si	1.939	6.8261	27.1758	-0.0032	-0.0348	-0.0116
Si	5.7614	6.8007	27.2765	0.0137	-0.0053	0.0082
Si	9.6589	6.8212	27.2942	-0.0186	0.0088	0.0111
Si	1.9484	2.7236	29.1864	-0.0477	0.0099	-0.0072
Si	5.797	2.7237	29.1276	0.0061	0.0112	0.0234
Si	9.6816	2.7293	29.1474	-0.0173	-0.0027	0.0341
Si	0.014	4.0989	29.166	0.0169	-0.0202	-0.0212
Si	3.8651	4.0926	29.1714	0.0222	0.0078	-0.0007
Si	7.7341	4.0889	29.1905	0.0161	0.0013	-0.0441
Si	1.9424	8.1887	29.1256	-0.001	0.0369	-0.0017
Si	5.7942	8.1888	29.19	0.035	0.0028	-0.0487
Si	9.6724	8.1981	29.2185	0.0202	-0.0179	-0.0414
Si	0.0093	9.5592	29.1504	-0.0104	0.0019	0.0296
Si	3.8757	9.561	29.1068	-0.0238	0.0153	0.0715
Si	7.7364	9.5496	29.2122	-0.0242	0.0062	-0.0305
Si	0.0047	0.0058	31.0954	-0.0177	-0.0186	-0.0382
Si	3.8634	0.0133	31.0662	0.0073	-0.0444	-0.0453
Si	7.7316	0.0112	31.117	0.0053	0.0075	0.0117
Si	1.9313	1.3746	31.1188	0.0068	0.0037	0.0321
Si	5.7996	1.3747	31.0701	-0.0309	0.0121	-0.0241
Si	9.6697	1.3672	31.0988	0.0167	0.0372	-0.034
Si	0.0088	5.4728	31.0973	-0.0032	0.0075	-0.0097
Si	3.87	5.4806	31.1005	-0.0035	-0.0119	0.0246
Si	7.7388	5.4709	31.1251	0.0096	-0.0349	-0.011
Si	1.9378	6.8439	31.0834	0.0009	-0.0056	-0.0412
Si	5.8036	6.8347	31.1154	-0.0011	-0.0091	0.0045
Si	9.6771	6.8296	31.141	-0.0017	0.014	0.0099
Si	1.93	2.7597	0.9887	-0.0154	0.0419	-0.0125
Si	5.7931	2.7527	0.9355	0.0036	-0.0011	0.0197
Si	9.6672	2.7441	0.9788	0.0016	-0.0154	-0.0298
Si	-0.0132	4.1203	0.9678	0.041	-0.0075	-0.0021
Si	3.8641	4.1255	0.9825	-0.0131	-0.0158	-0.0451
Si	7.7387	4.1181	1.004	-0.0258	-0.0026	0.0098
Si	1.9296	8.2484	0.9429	0.0018	-0.029	-0.0837
Si	5.8034	8.2306	0.9606	-0.0265	-0.0219	0.0193
Si	9.6599	8.2271	1.0009	0.0232	-0.0432	-0.0282
Si	-0.0162	9.5951	0.9857	0.0366	0.0376	-0.0412
Si	3.8708	9.5933	0.9614	-0.0252	0.0608	-0.0459
Si	7.7367	9.5863	0.9873	-0.0178	0.0519	-0.01
Si	11.6085	0.0563	2.9061	0.034	-0.0419	0.0227
Si	3.8346	0.0335	2.905	0.0428	-0.0308	0.0439
Si	7.7358	0.028	2.9048	-0.0094	-0.0443	-0.006
Si	1.928	1.4217	2.932	-0.0016	-0.0133	-0.0421
Si	5.8037	1.3639	2.8425	0.018	0.0491	-0.018
Si	9.6535	1.3925	2.9303	-0.0458	0.041	0.0155
Si	11.5492	5.519	2.8847	0.048	-0.0546	-0.0524
Si	3.8966	5.5012	2.9285	-0.0151	-0.0351	-0.0224
Si	7.7371	5.5233	2.9286	0.003	-0.0261	-0.0169
Si	1.9215	6.7975	2.7973	-0.0287	0.0223	0.1371
Si	5.8143	6.8758	2.8839	-0.017	0.0427	0.0127
Si	9.6529	6.9205	2.9666	0.0009	0.0121	0.0223
Si	1.9073	2.8416	4.8276	0.0121	-0.0309	0.0195
Si	5.8364	2.7227	4.7491	-0.0059	-0.0722	0.0225
Si	9.5916	2.8067	4.8375	0.0322	-0.0471	0.0301
Si	11.5411	4.1358	4.7803	-0.0624	0.0149	0.0041
Si	3.9183	4.0866	4.8288	0.0209	0.0421	0.0071
Si	7.7117	4.2102	4.8846	-0.0046	0.0356	0.0318
As	1.8709	8.1457	4.8244	-0.073	-0.0208	-0.1615
Si	5.7939	8.2662	4.7868	0.0026	-0.012	0.0345
Si	9.645	8.3309	4.9078	-0.0508	-0.0614	0.0411
Si	11.5606	9.7355	4.9091	0.0865	-0.0742	-0.1531
Si	3.8279	9.5501	4.8319	0.1493	-0.0456	-0.2267
Si	7.7078	9.693	4.8935	-0.0144	0.0546	-0.0019
Si	11.5898	0.2723	6.8134	0.022	-0.1147	0.2061
Si	3.7232	-0.0215	6.6977	-0.0427	-0.1588	0.1792
Si	7.7027	0.0618	6.9173	-0.0003	-0.1399	0.1318
Si	2.035	1.5386	6.7755	0.0079	0.1019	0.1295
Si	5.7001	1.2741	6.6322	0.1084	0.1632	0.0316
Si	9.628	1.5379	6.8431	-0.1136	0.1312	0.0734
Si	11.5093	5.4949	6.692	-0.2672	-0.2445	0.1556
Si	4.0214	5.4137	6.7907	0.2034	-0.1199	0.1076
Si	7.7409	5.6745	6.8239	0.0187	-0.1541	0.1369
Si	1.9852	6.5509	6.6771	0.0253	0.3629	0.4673
Si	5.8236	6.9873	6.7438	-0.0418	0.0897	0.1464
Si	9.7542	7.0512	6.9052	0.0148	0.1183	0.1681
O	9.9957	7.9769	8.2968	-0.0183	-0.1054	-0.2155
O	7.6629	9.9339	8.2251	0.0391	0.1252	-0.1933
O	7.4069	4.7399	8.1645	0.0074	0.101	-0.277
O	3.3379	10.3463	8.2299	-0.0085	0.1185	-0.339
O	2.0473	7.5228	8.0064	0.0093	-0.1561	-0.3356
O	4.0393	4.5924	8.2631	-0.0709	0.1894	-0.2362
O	9.7487	2.4583	8.2372	0.0006	-0.1348	-0.225
O	2.6109	2.3764	8.13	-0.0601	-0.0682	-0.1513
O	11.3632	4.5759	8.0694	0.117	0.1847	-0.2929
O	5.3675	2.3636	7.837	-0.0093	-0.0912	-0.1738
O	5.8177	7.9788	8.0902	-0.0535	-0.1121	-0.2242
O	11.3146	10.3239	8.172	0.0647	0.176	-0.2576
O	11.2761	10.0848	21.7958	0.0186	0.0736	0.1558
O	3.2317	10.7104	21.5284	-0.0112	0.0567	0.212
O	5.7778	7.7716	22.1608	-0.0176	-0.0826	0.1515
O	4.225	4.4488	21.944	-0.0466	0.0648	0.1679
O	7.685	9.684	22.189	0.0248	0.063	0.1455
O	10.3296	7.6673	22.1791	-0.0342	-0.0733	0.1754
O	1.6164	2.3977	22.1118	0.04	-0.0749	0.1612
O	5.9483	2.4364	21.8813	-0.0009	-0.0856	0.1515
O	8.444	4.6994	22.2123	-0.0046	0.0509	0.2025
O	-0.0701	4.4479	22.0369	-0.0025	0.0765	0.1663
O	2.3366	7.3757	21.9295	0.0043	-0.0723	0.2239
O	9.1275	1.8819	21.8685	-0.0035	-0.0576	0.2079
Si	1.9223	7.7674	9.5945	-0.0218	-0.0475	0.5175
Si	5.0368	0.5797	17.687	0.018	0.0147	-0.0568
Si	2.4923	5.4207	14.0193	0.0401	0.0024	0.1437
Si	10.5696	3.8564	14.0481	-0.0355	0.0018	0.1839
Si	8.2831	2.3843	15.2598	0.0059	0.0229	0.0916
Si	9.5487	2.2415	20.3417	-0.0007	-0.0115	-0.2234
Si	10.4911	3.6548	9.0844	0.0293	-0.0027	0.4637
Si	0.0345	2.3088	11.563	0.0152	-0.0329	0.3345
Si	11.0207	8.1276	15.3937	-0.0107	0.0117	0.1136
Si	5.1656	6.933	13.9936	-0.0262	-0.0077	0.1914
Si	5.7542	2.6131	11.1228	0.0631	-0.0335	0.3873
Si	8.5839	7.6663	19.3883	0.0048	-0.0116	-0.1428
Si	8.1207	4.8437	20.6267	0.0055	0.0212	-0.2123
Si	5.9196	9.5859	15.2033	0.0009	-0.0176	0.1066
Si	2.116	7.6369	20.3433	0.0009	-0.011	-0.2302
Si	1.9291	4.8894	18.7886	-0.0003	-0.0044	-0.1316
Si	4.498	3.441	18.015	-0.0077	0.0021	-0.0986
Si	8.5072	8.9256	16.8165	0.0005	0.0147	-0.0147
Si	0.8321	9.4755	13.3021	-0.0062	0.0088	0.2082
Si	9.9134	10.6438	11.7259	-0.0257	0.0539	0.325
Si	5.3539	3.7039	21.0155	0.018	0.0026	-0.2435
Si	0.5888	5.5201	16.2604	-0.007	0.009	0.0336
Si	10.7871	9.1456	9.1476	-0.0952	-0.0057	0.4532
Si	6.5698	8.8951	21.2876	-0.0036	0.0113	-0.226
Si	7.1133	7.1088	11.4863	-0.0132	-0.0127	0.3622
Si	2.6727	0.7313	12.223	-0.0385	0.0497	0.3111
Si	10.8947	8.6801	21.0395	0.0008	-0.0126	-0.2378
Si	6.0397	4.3225	15.6339	0.0288	0.0115	0.0583
Si	7.0889	0.4844	12.9772	-0.0048	-0.0108	0.25
Si	4.0693	2.9838	8.6063	0.0138	-0.0696	0.4046
Si	0.8835	6.7412	11.8911	-0.0666	-0.0341	0.3511
Si	6.5693	9.0496	9.0772	0.0473	-0.0374	0.3974
Si	0.6676	3.2858	21.1424	0.0022	-0.0007	-0.2458
Si	9.8036	6.5036	12.8863	0.0092	-0.0204	0.223
Si	7.7085	4.5411	9.7515	-0.0713	0.0155	0.3862
Si	3.9892	10.0703	20.2177	0.0196	-0.0169	-0.2295
Si	4.2634	3.0366	13.5322	-0.0289	0.0388	0.1995
Si	3.8486	10.0004	9.7459	0.0383	0.0559	0.4914
Si	8.0574	0.7784	18.0336	-0.0224	-0.0191	-0.0717
O	11.5144	3.2169	12.8989	0.0356	-0.0557	-0.1638
O	9.3323	4.4816	9.9	0.0622	-0.0235	-0.1568
O	8.807	3.602	19.8547	-0.0047	0.0097	0.0712
O	4.0375	-0.0612	18.8086	-0.0202	-0.0352	0.0959
O	11.3387	4.5293	15.3067	-0.0195	-0.021	-0.0638
O	9.8627	9.7781	10.335	0.0588	-0.0989	-0.2615
O	3.7652	1.5336	13.1381	-0.0276	-0.0464	-0.0991
O	0.6566	9.0446	14.8654	0.0228	0.0197	-0.0936
O	6.475	0.9757	18.3786	0.0016	0.0004	0.0276
O	4.7604	3.1639	19.6058	0.0238	0.0092	0.1392
O	6.2575	1.1788	11.746	-0.0513	0.0661	-0.1537
O	0.5529	8.6159	9.8492	0.0138	0.0162	-0.1823
O	5.6487	4.3137	17.2288	-0.0049	-0.005	0.0081
O	8.4452	7.1911	12.3895	-0.0577	0.0154	-0.1173
O	4.4048	2.6251	10.1679	-0.1103	0.0413	-0.2841
O	2.0733	5.6544	15.5756	0.0127	-0.0062	-0.0539
O	3.3784	0.043	10.9362	0.0729	-0.1191	-0.2654
O	5.8907	7.2244	12.5557	0.0736	0.0087	-0.1821
O	2.3056	6.3492	19.3842	-0.0011	0.0494	0.0782
O	0.656	4.9366	17.775	0.0133	-0.0038	0.0299
O	8.4166	10.6831	12.3721	0.0642	-0.0189	-0.1067
O	5.4669	10.0758	9.687	-0.0058	-0.0023	-0.1302
O	0.6016	8.2001	20.1977	-0.0221	0.0082	0.0806
O	9.7735	2.6026	14.6883	0.0216	0.0129	-0.0567
O	1.9958	10.5948	13.235	0.0277	0.0304	-0.0931
O	9.947	9.1052	16.0996	0.0122	-0.0117	-0.0208
O	6.1471	10.3517	13.7755	0.0197	0.041	-0.1038
O	7.4703	1.5911	14.1041	-0.0308	-0.0439	-0.0999
O	1.6479	3.9135	20.0352	-0.0335	-0.039	0.1235
O	5.9039	5.7884	14.919	-0.0125	0.0259	-0.0517
O	7.341	8.944	15.6941	-0.0119	0.0055	-0.0242
O	1.5129	1.6639	11.5943	-0.0175	0.0094	-0.1062
O	7.1935	8.2938	10.3714	-0.0369	0.118	-0.2382
O	4.3223	1.9879	17.2804	0.0027	0.0042	0.0178
O	7.03	3.1652	10.2819	0.0507	0.0573	-0.1561
O	11.5368	7.0004	16.4367	-0.0009	0.0023	-0.0215
O	8.286	10.1383	17.8424	0.0009	0.0067	0.0205
O	3.2737	8.5163	10.098	-0.0401	-0.0144	-0.1706
O	7.588	3.8369	15.5143	-0.0009	-0.0079	-0.023
O	3.1441	4.3085	17.8978	-0.0077	0.0051	0.0346
O	2.9048	3.8917	13.7006	0.0068	-0.0225	-0.0567
O	1.3404	8.2057	12.4337	0.0152	-0.0523	-0.144
O	1.2105	5.6798	13.0642	-0.0411	0.0439	-0.1336
O	4.9757	8.3015	14.8668	-0.001	-0.0201	-0.0498
O	11.1709	2.3882	20.3339	0.0211	0.0121	0.0811
O	10.9796	9.9853	12.7646	-0.0531	0.023	-0.1166
O	5.2956	3.5728	12.3715	0.0456	-0.0192	-0.173
O	5.0865	3.1939	14.9229	-0.0303	-0.0221	-0.077
O	6.4894	4.7996	20.5579	-0.0128	-0.0064	0.0761
O	8.4022	1.5636	16.6543	0	0.0054	-0.006
O	10.4134	1.2319	11.4546	0.011	0.0152	-0.1044
O	10.8782	6.614	11.6557	0.052	0.0148	-0.1336
O	3.2601	8.6732	19.8483	-0.0062	0.0033	0.0684
O	1.719	6.4261	10.5172	0.0673	0.0791	-0.2812
O	7.1677	8.1944	19.9678	-0.0425	0.0277	0.1032
O	8.5004	7.5838	17.7563	0.0019	-0.014	0.0579
O	3.6778	6.4305	13.6071	-0.012	0.0022	-0.0556
O	9.5755	4.9549	13.3469	-0.0085	0.0365	-0.0817
O	5.5227	9.9927	20.7442	0.0247	-0.0099	0.091
O	10.3247	7.3659	14.1469	-0.0209	-0.0382	-0.1165
O	8.7855	6.1624	19.9636	-0.0084	-0.0379	0.0724
O	7.0546	5.7149	10.6563	0.0218	-0.0876	-0.1708
O	5.2644	10.5437	16.3745	0.0028	-0.0023	-0.0109
O	9.0499	1.1433	19.2627	0.0331	0.0307	0.0907
O	11.5686	3.1633	10.1853	-0.0645	0.081	-0.264
O	9.7426	8.7064	19.8872	0.0391	0.0148	0.0904

Results
free energy: -148857.944 eV
free energy less fixed offsets of As -4856.12, O -568.88, Si -635.61 eV per atom: -3.564 eV

The program warned: the cutoff lies below the one the program advises for these potential files; the forces do not sum to zero within the program's tolerance; the exchange-correlation potential is rough where the density is thin.
